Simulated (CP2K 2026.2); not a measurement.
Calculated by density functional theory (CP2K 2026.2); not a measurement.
Periodic cell of 504 atoms, Si360O144, from a study of silicon, its oxide and their interface. The atomic structure is a simulated model.
Doubt: the forces sum to 1.00 eV/angstrom along one axis rather than to zero, so they err by at least 0.0020 eV/angstrom per atom on average; the grid cutoff is modest.

Settings
functional: PBE
method: Gaussian and plane waves
basis set: DZVP-MOLOPT-SR-GTH
pseudopotentials: GTH-PBE
grid cutoff: 350 Ry, relative cutoff 50 Ry
k points: Gamma only
occupations: fixed
spin: none
net charge: 0

Cell vectors (angstrom)
a	16.32	0	0
b	0	16.32	0
c	-6.917	-5.8668	33.5539

Atoms and the computed forces on them: element, x, y, z (angstrom), force x, y, z (eV/angstrom)
Si	1.028	15.196	0.053	0.159	-0.097	0.718
Si	-2.53	-4.814	33.532	-0.147	0.155	0.761
Si	1.048	4.264	0.031	0.265	-0.132	0.713
Si	-3.13	1.16	33.537	0.122	-0.082	0.759
Si	-5.315	3.433	33.421	-0.156	0.172	0.761
Si	4.361	11.969	0.04	-0.17	0.199	0.745
Si	6.612	15.143	0.012	0.206	-0.129	0.766
Si	9.329	1.627	0.083	0.03	-0.161	0.69
Si	7.111	3.825	0.081	-0.197	0.019	0.755
Si	9.639	6.504	0.209	-0.069	0.239	0.694
Si	6.586	9.755	0.142	0.138	-0.099	0.738
Si	9.778	12.133	0.035	-0.208	0.164	0.771
Si	12.682	14.735	0.106	-0.275	0.078	0.77
Si	15.224	1.175	0.224	-0.097	0.062	0.707
Si	11.887	4.293	0.115	0.289	-0.07	0.713
Si	15.251	6.623	0.007	-0.296	0.126	0.686
Si	11.915	9.829	0.101	0.078	-0.174	0.738
Si	14.741	12.38	0.162	0.174	-0.083	0.764
Si	2.724	-0.017	1.275	-0.002	0.005	-0.04
Si	5.477	2.665	1.314	0	-0.013	-0.062
Si	2.677	5.43	1.296	-0.009	0.017	-0.066
Si	5.392	8.137	1.339	-0.014	-0.001	-0.053
Si	2.72	10.847	1.28	0.003	-0.014	-0.067
Si	5.45	13.595	1.339	0.003	0.018	-0.038
Si	8.161	0.013	1.335	-0.023	0.005	-0.069
Si	10.845	2.726	1.48	-0.004	-0.013	-0.075
Si	8.14	5.352	1.525	-0.005	-0.019	-0.046
Si	10.808	8.189	1.367	0.002	-0.018	-0.042
Si	8.185	10.956	1.356	0.016	0.009	-0.028
Si	10.96	13.665	1.345	0.008	-0.019	-0.077
Si	13.673	-0.009	1.497	-0.004	-0.009	-0.069
Si	0.039	2.741	1.485	-0.001	0.01	-0.035
Si	13.588	5.47	1.259	0.001	0.004	-0.042
Si	0.056	8.195	1.304	0.015	0	-0.061
Si	13.539	10.865	1.441	-0.007	0.015	-0.061
Si	-0.018	13.598	1.419	-0.005	0.014	-0.053
Si	1.454	1.366	2.736	0.004	-0.03	0.018
Si	4.092	4.072	2.629	0	0.002	-0.001
Si	1.353	6.798	2.71	0.002	-0.004	0.033
Si	4.06	9.514	2.715	-0.001	-0.001	0.046
Si	1.385	12.214	2.677	0.002	-0.01	0.004
Si	4.045	14.93	2.681	0.006	0.013	0.019
Si	6.803	1.337	2.742	0.011	0.008	0.04
Si	9.52	4.052	2.881	0.006	-0.007	0.043
Si	6.748	6.793	2.724	0	0.024	0.022
Si	9.474	9.542	2.738	-0.016	0.001	0.026
Si	6.826	12.288	2.728	0.002	-0.004	0.026
Si	9.547	14.991	2.683	-0.012	-0.023	0.009
Si	12.241	1.351	2.762	0.013	0.009	0.016
Si	14.899	4.107	2.716	-0.006	0.016	0.006
Si	12.253	6.834	2.677	0.008	0.002	-0.003
Si	14.974	9.499	2.69	-0.011	-0.01	0.007
Si	12.229	12.274	2.785	0.006	0.019	0.049
Si	15.002	14.945	2.847	-0.002	-0.016	0.045
Si	0.069	0.019	4.113	-0.004	-0.003	-0.008
Si	2.776	2.741	4.075	0.004	-0.001	0.006
Si	-0.028	5.452	4.067	0.005	-0.001	-0.013
Si	2.712	8.151	4.082	0.005	-0.009	-0.011
Si	0.007	10.873	4.047	0.001	0.007	-0.002
Si	2.722	13.573	4.065	0	0.006	0.003
Si	5.417	-0.026	4.062	0.004	0.004	-0.024
Si	8.134	2.679	4.157	-0.01	-0.01	0
Si	5.406	5.422	4.062	-0.005	-0.019	0.004
Si	8.121	8.164	4.076	0.012	0.003	-0.002
Si	5.446	10.89	4.054	-0.014	-0.01	-0.016
Si	8.191	13.634	4.075	-0.006	0.004	-0.003
Si	10.874	-0.001	4.101	0	-0.005	0.003
Si	13.591	2.733	4.1	0.009	0.013	0.001
Si	10.915	5.477	4.102	0.003	0.005	-0.013
Si	13.616	8.155	4.069	-0.019	-0.013	-0.006
Si	10.856	10.888	4.1	0.003	0.011	-0.015
Si	13.605	13.595	4.157	-0.006	0.012	-0.005
Si	1.357	-1.376	16.31	0.007	-0.004	-0.009
Si	4.09	1.354	16.309	0.004	0.001	-0.015
Si	1.355	4.076	16.348	0	-0.004	0.005
Si	4.062	6.785	16.333	-0.004	-0.009	0.001
Si	1.365	9.512	16.286	-0.008	-0.001	-0.016
Si	4.08	12.239	16.305	-0.003	-0.003	-0.012
Si	6.816	-1.352	16.333	0.01	0.007	-0.013
Si	9.525	1.331	16.33	0	0.002	-0.006
Si	6.79	4.074	16.292	0.002	0.001	-0.009
Si	9.52	6.802	16.299	-0.005	-0.009	-0.006
Si	6.805	9.546	16.324	-0.005	0.007	-0.007
Si	9.503	12.249	16.326	-0.003	0.003	-0.008
Si	12.244	-1.351	16.34	0.02	-0.003	-0.004
Si	-1.369	1.363	16.338	0.009	-0.001	-0.01
Si	12.249	4.072	16.334	-0.001	0.001	-0.002
Si	-1.346	6.794	16.304	-0.007	0.004	-0.01
Si	12.24	9.565	16.298	-0.01	0.012	-0.005
Si	-1.376	12.246	16.305	0	-0.012	-0.012
Si	2.773	-0.058	17.645	-0.006	-0.009	0.002
Si	5.449	2.715	17.667	0.014	-0.027	-0.002
Si	2.707	5.43	17.73	0.001	0.011	0.011
Si	5.419	8.187	17.643	0.018	0.016	0.011
Si	2.681	10.902	17.64	0.016	-0.009	0.009
Si	5.477	-2.756	17.661	-0.01	0.003	-0.015
Si	8.151	0.012	17.728	-0.016	-0.022	0.019
Si	10.906	2.669	17.678	-0.001	-0.012	-0.001
Si	8.142	5.438	17.634	-0.005	0.008	0.014
Si	10.857	8.218	17.62	-0.006	0.011	-0.021
Si	8.162	10.893	17.722	-0.002	0.004	0.009
Si	10.86	-2.708	17.672	-0.007	0.009	0.009
Si	-2.721	0.013	17.719	-0.005	-0.007	0.001
Si	-0.006	2.705	17.706	-0.006	-0.011	0.029
Si	-2.691	5.44	17.674	0.012	-0.003	0.037
Si	0.031	8.143	17.652	0.012	0.02	-0.005
Si	-2.706	10.888	17.689	-0.003	0.008	0.021
Si	-0.062	-2.685	17.664	0.008	0.009	-0.005
Si	1.387	1.263	18.972	-0.03	0.008	-0.031
Si	4.106	4.05	19.045	0.002	0.011	-0.008
Si	1.316	6.786	19.088	0.006	0	-0.006
Si	4.021	9.532	18.987	-0.001	-0.013	-0.042
Si	1.302	12.28	18.974	-0.013	-0.01	-0.031
Si	4.168	-1.395	19.02	-0.002	0.012	-0.035
Si	6.778	1.391	19.091	0.001	0.005	-0.032
Si	9.5	4.034	18.945	-0.029	-0.006	-0.023
Si	6.807	6.845	18.977	0.004	0.011	-0.043
Si	9.519	9.513	19.068	0.013	-0.013	-0.021
Si	6.785	12.232	19.096	0.005	0	-0.003
Si	9.51	-1.371	19.074	-0.002	-0.001	-0.042
Si	12.249	1.342	19.117	-0.029	0.025	-0.001
Si	-1.37	4.067	19.094	0.007	-0.019	-0.019
Si	12.275	6.913	18.917	0.035	-0.001	-0.014
Si	-1.28	9.524	19.008	0.001	0.017	-0.036
Si	12.217	12.255	19.018	0.014	-0.003	-0.043
Si	-1.382	-1.34	19.1	0.005	-0.025	-0.006
Si	0.058	-0.039	20.441	0.02	0.014	0.057
Si	2.788	2.568	20.311	0.022	-0.024	0.047
Si	0.01	5.41	20.498	0.001	0.008	0.061
Si	2.654	8.206	20.39	0.005	0.017	0.06
Si	-0.017	10.958	20.396	-0.023	0.006	0.044
Si	2.715	-2.724	20.282	0.015	0.009	0.038
Si	5.508	-0.072	20.458	0.03	-0.003	0.056
Si	8.14	2.792	20.436	0.004	0.003	0.039
Si	5.435	5.509	20.329	-0.027	0.006	0.058
Si	8.149	8.164	20.43	-0.025	0.011	0.052
Si	5.372	10.852	20.386	-0.015	-0.008	0.076
Si	8.181	-2.766	20.468	-0.002	0.007	0.071
Si	10.835	0.024	20.471	-0.013	-0.01	0.049
Si	-2.749	2.714	20.507	0.018	-0.001	0.04
Si	10.87	5.507	20.1	0.002	0.002	0.029
Si	-2.624	8.16	20.347	0.003	-0.01	0.048
Si	10.95	10.816	20.395	0.012	0.009	0.055
Si	-2.834	-2.648	20.42	-0.012	-0.004	0.053
Si	1.671	-1.232	21.741	-0.273	-0.084	-0.727
Si	3.875	1.014	21.734	0.137	0.124	-0.71
Si	1.263	3.724	21.595	0.017	0.256	-0.749
Si	4.211	7.013	21.659	-0.132	-0.127	-0.744
Si	1.543	9.811	21.718	-0.148	-0.145	-0.71
Si	3.758	12.024	21.633	0.178	0.033	-0.727
Si	7.183	-1.105	21.808	-0.199	-0.138	-0.746
Si	9.305	1.256	21.777	0.161	0.147	-0.725
Si	7.076	4.513	21.654	-0.058	-0.183	-0.708
Si	9.437	6.57	21.588	-0.037	0.25	-0.655
Si	6.439	9.213	21.677	0.135	0.088	-0.747
Si	9.747	12.308	21.711	-0.208	-0.184	-0.726
Si	-4.481	-1.623	21.818	0.312	0.265	-0.697
Si	-1.03	1.609	21.716	-0.198	-0.145	-0.744
Si	-4.025	4.423	21.542	0.041	-0.325	-0.691
Si	-1.68	6.517	21.762	0.339	0.135	-0.754
Si	-3.673	9.762	21.672	-0.2	-0.085	-0.765
Si	-1.632	12.136	21.66	0.165	0.081	-0.738
Si	2.756	10.929	26.297	0.153	-0.034	0.012
Si	6.362	4.183	24.624	-0.044	0.005	-0.093
Si	9.71	-0.099	28.827	-0.011	-0.172	0.065
Si	-5.43	7.986	30.759	-0.04	-0.043	0.083
Si	4.577	-3.652	24.518	-0.036	-0.081	-0.077
Si	3.156	10.838	30.873	-0.013	-0.015	0.035
Si	6.635	10.289	24.575	-0.075	-0.078	-0.052
Si	9.624	9.18	28.266	0.039	-0.12	-0.011
Si	8.993	-1.852	26.312	0.134	0.01	-0.07
Si	1.802	-3.627	28.734	0.097	-0.051	0.033
Si	6.912	7.964	28.615	0.095	-0.075	0.037
Si	0.477	9.449	24.645	0.079	0.063	-0.176
Si	2.426	5.427	23.738	0.094	0.041	-0.086
Si	9.439	5.204	31.308	0.057	0.009	0.096
Si	-0.102	-2.49	23.926	0.107	-0.026	-0.151
Si	-5.381	6.938	26.422	0.035	-0.07	0.022
Si	9.211	4.609	25.91	-0.007	-0.055	-0.004
Si	-1.009	11.734	25.665	0.027	0.025	0.053
Si	-1.191	-3.78	28.41	-0.007	-0.049	-0.07
Si	10.9	3.013	23.847	-0.112	0.03	-0.089
Si	11.049	8.168	23.778	0.014	0.001	-0.071
Si	-3.251	-3.106	26.567	0.021	-0.039	-0.028
Si	-1.422	1.397	29.31	0.024	0.04	0.008
Si	-0.008	6.309	29.595	-0.12	-0.117	-0.021
Si	6.321	-1.357	24.756	0.046	0.06	-0.162
Si	-3.001	-3.457	30.716	0.121	0	0.126
Si	9.442	10.719	24.428	0.05	0.06	-0.134
Si	4.806	8.628	26.417	-0.022	0.125	-0.014
Si	-4.278	2.036	28.365	-0.016	-0.043	0.033
Si	0.313	3.383	30.742	0.037	-0.001	0.055
Si	4.947	3.991	28.299	-0.045	0.038	-0.008
Si	-0.347	6.702	24.501	-0.071	-0.08	-0.033
Si	7.748	-3.988	30.902	0.007	0.019	0.139
Si	5.006	1.459	24.622	-0.013	-0.032	-0.177
Si	1.579	8.106	31.329	-0.029	0.049	0.201
Si	3.39	1.46	27.098	-0.016	0.075	-0.011
Si	2.433	1.292	30.902	-0.041	0.063	0.065
Si	5.806	-1.76	30.812	-0.057	0	0.056
Si	-1.091	0.421	24.614	0.158	0.07	-0.109
Si	-2.897	6.79	30.562	0.111	0.032	0.085
Si	-3.721	4.896	28.307	0.01	0.098	-0.105
Si	-1.6	-0.693	31.431	-0.048	-0.022	0.179
Si	7.916	4.889	28.629	-0.052	0.092	0.057
Si	5.149	2.816	30.849	-0.027	0.065	0.118
Si	-0.882	4.945	26.975	-0.009	0.055	0.093
Si	-5.809	-2.652	30.604	-0.126	0.109	0.19
Si	10.427	-4.438	26.939	-0.002	-0.003	-0.16
Si	7.412	0.932	30.715	0.074	-0.026	0.06
Si	4.171	5.782	26.006	0.033	-0.03	0.013
Si	-4.904	-1.136	24.827	-0.074	-0.122	-0.282
Si	3.3	-0.92	29.049	-0.052	0.069	0.121
Si	5.937	9.897	30.722	-0.052	0.003	0.066
Si	-3.812	1.372	25.455	0.069	-0.047	-0.088
Si	0.302	2.019	26.801	-0.076	-0.026	-0.095
Si	1.39	14.944	5.452	0.003	-0.002	0.009
Si	4.1	1.36	5.441	0.009	-0.001	0.008
Si	1.361	4.086	5.409	-0.003	0.009	0.003
Si	4.066	6.786	5.436	0.003	0.014	0.01
Si	1.352	9.518	5.431	-0.003	-0.004	0.001
Si	4.088	12.234	5.429	0.008	-0.003	0.009
Si	6.801	14.965	5.432	0.001	0.003	0.008
Si	9.518	1.339	5.484	-0.006	0.005	0.015
Si	6.772	4.081	5.452	0.002	-0.001	0.008
Si	9.515	6.822	5.432	0.002	-0.007	0.009
Si	6.78	9.526	5.438	-0.01	0.007	0.006
Si	9.511	12.253	5.454	0.002	-0.004	0.011
Si	12.233	14.967	5.472	0	-0.01	0.013
Si	14.983	1.375	5.438	-0.001	-0.013	0.005
Si	12.245	4.096	5.464	-0.012	0.004	0.015
Si	14.958	6.804	5.449	-0.007	-0.011	0.014
Si	12.247	9.524	5.426	0.011	0.006	0.007
Si	14.981	12.216	5.454	0.002	0.01	0.011
Si	2.739	-0.002	6.803	0.002	-0.001	0.002
Si	5.437	2.717	6.82	0.002	-0.002	0.001
Si	2.706	5.436	6.797	-0.002	-0.004	-0.001
Si	5.43	8.153	6.794	0.003	-0.001	0
Si	2.72	10.878	6.789	0.003	0.003	-0.002
Si	5.445	13.597	6.792	0.001	-0.004	-0.001
Si	8.15	-0.013	6.825	0.003	0.004	0.001
Si	10.879	2.729	6.812	0.002	-0.001	0.002
Si	8.157	5.447	6.789	-0.003	0.002	0.001
Si	10.881	8.172	6.795	-0.004	0	-0.008
Si	8.147	10.884	6.8	-0.003	-0.001	-0.004
Si	10.876	13.6	6.821	-0.006	0.005	0.002
Si	13.612	0.016	6.8	-0.005	0.004	0.002
Si	0.016	2.732	6.797	0.002	0	-0.004
Si	13.608	5.446	6.819	0.003	-0.001	0.004
Si	-0.003	8.166	6.803	-0.007	0	0.004
Si	13.606	10.868	6.805	0.002	-0.003	0.001
Si	0.013	13.594	6.804	0	0	0
Si	1.367	1.358	8.155	-0.005	-0.005	-0.006
Si	4.068	4.079	8.163	0	-0.006	-0.01
Si	1.356	6.801	8.159	-0.002	-0.004	-0.004
Si	4.073	9.516	8.154	-0.004	-0.006	-0.001
Si	1.37	12.237	8.164	-0.005	0	-0.006
Si	4.093	-1.361	8.163	0.012	0.011	-0.007
Si	6.802	1.363	8.177	0.002	0.007	0
Si	9.512	4.088	8.162	-0.003	-0.003	0
Si	6.8	6.804	8.155	0.002	0.002	-0.007
Si	9.519	9.527	8.155	0.01	0.008	-0.006
Si	6.793	12.24	8.163	-0.002	-0.002	-0.002
Si	9.515	-1.366	8.179	-0.008	-0.009	0
Si	12.25	1.371	8.163	-0.003	0.003	-0.006
Si	-1.348	4.083	8.166	0	0.01	-0.002
Si	12.234	6.807	8.163	0.002	-0.005	-0.005
Si	-1.361	9.516	8.172	-0.001	0.001	-0.006
Si	12.247	12.236	8.162	-0.001	0.001	-0.004
Si	-1.354	-1.359	8.154	0.002	-0.005	-0.003
Si	0.004	0	9.516	-0.002	0.003	-0.003
Si	2.718	2.716	9.525	0.001	0.006	0.001
Si	0.002	5.444	9.525	0.002	-0.002	-0.001
Si	2.718	8.158	9.518	-0.004	-0.002	-0.007
Si	0.003	10.882	9.523	-0.004	-0.002	0
Si	2.726	13.602	9.522	0.001	-0.005	-0.005
Si	5.442	0	9.53	0.006	-0.004	-0.001
Si	8.161	2.727	9.529	-0.001	-0.004	0.002
Si	5.44	5.439	9.514	-0.002	0.001	-0.003
Si	8.161	8.163	9.517	0.003	-0.003	-0.005
Si	5.434	10.876	9.516	0.001	0.006	-0.006
Si	8.153	13.594	9.528	0.003	-0.006	0.002
Si	10.885	0.007	9.517	0.002	0.004	-0.007
Si	13.608	2.726	9.525	0.002	0	-0.003
Si	10.876	5.445	9.524	-0.002	0.001	-0.002
Si	13.596	8.159	9.528	0.002	0.002	-0.001
Si	10.88	10.88	9.519	-0.005	-0.001	-0.002
Si	13.605	13.603	9.516	-0.003	0.004	-0.001
Si	1.363	-1.357	10.881	-0.001	0.003	0
Si	4.08	1.359	10.886	-0.004	-0.003	-0.001
Si	1.359	4.078	10.879	-0.009	0.005	-0.003
Si	4.082	6.799	10.873	0	0	-0.004
Si	1.359	9.516	10.88	0.009	-0.005	0.001
Si	4.08	12.238	10.881	0.002	-0.004	0.001
Si	6.801	-1.36	10.886	-0.001	0.004	0.002
Si	9.526	1.364	10.88	0.003	0.004	0
Si	6.797	4.084	10.886	0.003	-0.002	0
Si	9.515	6.803	10.886	0.001	0.003	0.001
Si	6.801	9.523	10.875	0.001	-0.003	0.001
Si	9.518	12.237	10.878	0.003	0.004	0.002
Si	12.246	-1.353	10.873	-0.007	-0.006	-0.002
Si	-1.355	1.359	10.88	-0.004	0.001	0.001
Si	12.243	4.085	10.881	0.002	-0.002	0.001
Si	-1.362	6.799	10.884	-0.002	-0.005	0
Si	12.236	9.521	10.884	0	0.002	-0.002
Si	-1.359	12.244	10.88	0.004	0	0.001
Si	2.718	0.004	12.247	0.005	0.001	0.001
Si	5.441	2.718	12.246	-0.003	-0.001	0.004
Si	2.721	5.437	12.231	0.004	-0.006	-0.002
Si	5.443	8.158	12.23	-0.001	0.003	-0.001
Si	2.722	10.872	12.238	-0.009	0.002	0.001
Si	5.436	13.602	12.239	0.003	-0.003	0
Si	8.168	0	12.239	0.004	-0.005	0.004
Si	10.885	2.722	12.241	-0.001	-0.001	-0.001
Si	8.157	5.442	12.251	-0.002	0.001	0.002
Si	10.877	8.161	12.246	0	-0.005	0.003
Si	8.158	10.883	12.24	0.006	0.004	0.002
Si	10.879	13.607	12.222	0.001	0.001	-0.003
Si	13.603	0.002	12.241	-0.001	0.002	0.004
Si	0.001	2.72	12.241	0.006	0.004	0.004
Si	13.602	5.44	12.247	0.004	0.006	0.002
Si	-0.002	8.16	12.241	-0.005	0.001	0.003
Si	13.595	10.887	12.239	-0.011	-0.003	0.006
Si	0	13.603	12.241	0	0	0.005
Si	1.357	1.366	13.608	-0.008	0.006	0.001
Si	4.07	4.075	13.597	-0.007	0.01	0.006
Si	1.363	6.794	13.59	0.006	-0.004	0.001
Si	4.09	9.514	13.594	0.011	-0.013	0
Si	1.358	12.231	13.59	0.013	-0.009	0.001
Si	4.079	-1.359	13.601	-0.008	0.005	0.006
Si	6.81	1.357	13.599	0.004	-0.008	0.008
Si	9.525	4.077	13.603	0.008	-0.006	0.003
Si	6.79	6.804	13.606	-0.002	0.002	0.005
Si	9.518	9.526	13.601	-0.002	0.001	0.008
Si	6.8	12.251	13.596	-0.008	0.008	0.005
Si	9.528	-1.364	13.594	0.007	-0.005	0.001
Si	12.241	1.361	13.603	-0.004	0.001	0.006
Si	-1.356	4.076	13.604	-0.006	-0.001	0
Si	12.241	6.8	13.605	-0.001	-0.001	0.004
Si	-1.369	9.52	13.595	0.002	0.009	0.007
Si	12.233	12.26	13.587	-0.008	0.008	-0.004
Si	-1.357	-1.354	13.605	0.003	-0.007	0.009
Si	0	0.008	14.971	-0.002	0.003	0.005
Si	2.715	2.723	14.973	0.003	-0.002	-0.001
Si	0.015	5.433	14.957	0	0.002	0.002
Si	2.729	8.148	14.946	0.005	0.012	0.003
Si	-0.01	10.88	14.951	0.004	0	-0.001
Si	2.714	13.591	14.947	-0.007	-0.011	0
Si	5.452	-0.005	14.958	-0.007	0	-0.002
Si	8.173	2.709	14.965	-0.002	0.001	0
Si	5.42	5.436	14.954	0.004	-0.006	0
Si	8.153	8.171	14.959	0.003	0.001	0.006
Si	5.445	10.885	14.949	0.004	0.007	-0.004
Si	8.16	13.61	14.958	-0.001	-0.001	-0.005
Si	10.885	-0.01	14.959	0	-0.004	0.003
Si	-2.718	2.719	14.964	0.005	-0.002	0.007
Si	10.889	5.432	14.964	-0.004	-0.001	-0.004
Si	-2.724	8.165	14.964	-0.003	-0.004	0
Si	10.872	10.91	14.947	0.006	0.009	-0.003
Si	-2.731	13.612	14.957	-0.006	-0.006	-0.003
O	4.558	1.621	23.08	0.199	0.403	0.01
O	0.891	9.229	23.094	-0.208	-0.368	-0.055
O	0.314	8.619	32.209	-0.062	0.083	-0.271
O	-3.973	2.369	24.198	0.5	0.238	-0.22
O	3.507	6.367	22.983	0.075	-0.2	0.339
O	8.042	8.963	28.047	-0.097	0.317	-0.497
O	8.059	10.612	25.257	-0.037	0.329	0.49
O	5.641	8.031	27.644	-0.237	-0.324	0.103
O	6.967	9.888	23.049	0.48	0.363	0.246
O	2.34	-0.077	30.051	-0.585	-0.111	-0.108
O	-0.015	3.604	26.746	0.414	0.061	-0.017
O	6.297	4.115	23.019	-0.317	-0.038	0.029
O	9.351	10.497	33.191	0.028	0.116	-0.222
O	3.883	-0.411	33.289	-0.015	0.169	-0.175
O	5.272	-2.294	32.24	-0.189	-0.699	-0.268
O	6.637	-0.42	31.101	0.099	-0.069	0.454
O	4.642	4.021	29.893	-0.364	0.633	0.089
O	2.362	7.007	32.227	0.186	0.116	-0.452
O	3.978	1.729	31.007	0.143	-0.425	0.222
O	7.664	-3.879	32.519	-0.346	0.187	0.101
O	9.265	-3.676	30.45	0.245	-0.453	-0.331
O	1.698	10.05	25.479	0.214	0.061	0.206
O	-2.439	0.563	25.461	-0.06	-0.281	0.455
O	6.726	-1.746	23.232	-0.073	-0.633	0.102
O	6.776	7.662	33.225	-0.163	-0.079	-0.43
O	7.474	-1.76	25.803	-0.145	-0.229	0.309
O	3.333	-4.242	25.331	-0.184	0.101	-0.037
O	-5.5	-2.294	32.16	0.11	-0.277	-0.268
O	-2.494	0.375	32.261	0.01	0.147	-0.116
O	4.625	-1.441	29.79	0.182	-0.309	-0.263
O	0.296	3.263	32.343	0.319	-0.288	0.141
O	8.298	5.512	22.121	-0.054	-0.134	0.427
O	6.343	8.487	30.041	-0.091	-0.306	0.249
O	1.913	1.043	32.408	-0.612	0.178	-0.216
O	-3.088	-4.21	32.138	-0.242	0.087	-0.16
O	2.188	4.085	22.891	0.126	-0.504	0.369
O	1.318	-3.125	33.109	0.082	-0.079	-0.273
O	3.914	5.089	33.156	-0.092	-0.065	-0.562
O	-5.951	4.092	32.057	0.251	-0.185	-0.524
O	2.687	10.898	22.168	-0.083	0.126	0.219
O	0.4	4.936	30.345	0.128	0.064	0.238
O	-3.096	6.629	32.157	-0.3	0.117	-0.152
O	8.024	1.463	32.118	-0.073	0.341	-0.035
O	1.218	-2.054	23.091	0.151	-0.349	0.157
O	4.995	-2.213	25.112	-0.323	0.264	0.392
O	-2.494	-1.936	30.936	0.041	0.222	0.045
O	-4.107	8.977	23.023	0.304	-0.037	0.343
O	10.533	11.392	25.398	0.528	-0.042	-0.125
O	10.804	-2.843	22.114	0.148	-0.108	0.475
O	1	6.133	23.839	-0.006	-0.063	-0.394
O	-1.44	0.947	23.134	-0.541	0.092	0.205
O	9.327	-3.253	27.055	-0.409	-0.166	0.332
O	-4.217	-1.107	23.354	0.314	0.228	0.066
O	9.864	9.209	24.091	-0.47	-0.086	-0.129
O	-0.667	1.325	27.891	0.052	-0.369	-0.077
O	-4.408	-3.939	27.316	0.059	-0.091	0.633
O	3.215	-4.895	32.384	0.2	-0.081	-0.037
O	-3.38	5.497	29.753	-0.183	-0.356	0.344
O	5.63	3.357	32.285	0.592	0.004	-0.038
O	0.241	-3.235	28.883	0.039	0.262	0.116
O	5.758	2.787	25.139	0.197	-0.023	0.598
O	-1.021	2.762	30.086	-0.433	0.277	0.128
O	-2.876	5.449	22.072	0.106	-0.018	0.271
O	-5.402	8.622	32.237	0.353	0.025	-0.084
O	4.354	2.604	27.718	0.137	-0.122	-0.014
O	2.753	-0.091	22.212	-0.145	0.137	0.509
O	2.048	-4.653	27.524	-0.022	0.021	-0.149
O	-5.508	1.051	28.626	0.019	0.011	-0.106
O	0.074	2.742	22.125	0.042	0.162	0.529
O	9.894	1.946	23.143	-0.071	-0.079	0.385
O	-4.584	3.584	28.716	-0.285	0.034	0.158
O	7.87	4.357	25.094	-0.014	0.129	-0.274
O	-0.745	-1.143	24.515	0.01	-0.002	0.137
O	3.697	1.263	25.531	-0.54	-0.283	-0.333
O	-3.899	-1.844	25.855	0.343	0.206	0.092
O	3.902	9.905	26.818	0.088	0.275	0.649
O	1.574	2.495	30.239	0.217	0.134	-0.457
O	5.841	9.078	25.265	0.133	-0.151	-0.371
O	-2.129	-2.665	27.666	-0.068	0.714	0.27
O	4.611	10.665	30.163	0.021	0.281	-0.503
O	10.29	3.61	25.225	0.068	-0.24	0.37
O	-4.204	2.289	32.985	0.003	0.114	-0.505
O	-4.509	5.93	27.337	-0.193	0.003	0.124
O	9.685	6.145	25.773	-0.446	0.189	-0.422
O	-1.43	4.989	33.194	0.173	-0.014	-0.107
O	-0.393	-1.265	32.334	0.282	0.275	-0.215
O	1.132	7.399	29.943	0.327	0.351	-0.471
O	-6.063	-1.306	29.752	0.258	0.183	0.257
O	8.39	5.774	32.392	-0.353	-0.099	-0.265
O	9.267	-0.671	27.382	-0.161	0.263	-0.236
O	-0.989	0.097	30.166	0.485	-0.296	-0.193
O	7.233	10.85	30.515	0.254	-0.29	-0.197
O	-1.059	-3.318	22.915	-0.223	-0.016	-0.061
O	-2.657	10.956	22.164	-0.058	-0.057	0.331
O	9.363	-0.457	33.186	0.079	0.027	-0.104
O	5.492	9.624	32.252	-0.192	0.3	-0.041
O	-4.614	7.537	25.121	0.623	-0.101	0.033
O	6.017	0.22	24.824	0.332	0.312	0.275
O	-0.158	5.964	28.02	0.134	0.541	-0.302
O	-3.911	7.995	30.173	0.075	0.33	-0.239
O	6.776	-2.898	30.212	0.036	-0.045	-0.824
O	0.054	1.288	25.367	0.334	-0.045	-0.403
O	8.597	4.555	30.073	-0.078	-0.469	-0.046
O	9.253	11.616	23.098	-0.153	-0.123	0.005
O	-1.356	7.005	30.17	0.026	0.439	0.125
O	-4.482	-3.402	30.083	-0.193	-0.224	-0.371
O	-1.422	10.378	33.099	0.03	-0.095	-0.323
O	7.55	6.478	28.674	-0.059	-0.024	0.159
O	2.964	5.053	25.213	-0.272	-0.552	0.322
O	-3.9	2.171	26.816	-0.004	0.584	0.029
O	5.804	11.648	24.661	0.088	0.38	0.19
O	8.475	0.623	29.562	-0.187	0.17	-0.39
O	5.548	5.434	25.232	0.259	0.461	0.08
O	-3.022	1.42	29.163	-0.239	-0.1	0.462
O	8.228	0.098	22.221	0.196	0.147	0.44
O	10.456	8.167	27.332	0.043	-0.007	0.06
O	6.401	2.059	30.165	0.128	0.065	-0.492
O	8.991	4.419	27.505	0.338	-0.218	0.268
O	9.938	-1.772	24.977	-0.205	-0.115	-0.341
O	-2.501	-3.999	25.436	-0.445	-0.296	-0.709
O	2.289	-4.401	30.059	-0.023	0.13	0.095
O	10.004	10.695	27.924	-0.126	0.062	0.389
O	6.562	4.111	28.19	0.168	-0.447	-0.288
O	-2.008	-4.267	29.719	-0.006	-0.444	-0.006
O	11.256	4.152	22.773	-0.193	0.404	0.192
O	-0.905	11.408	27.264	0.14	-0.692	0.17
O	0.115	-3.481	25.199	0.446	0.12	0.266
O	-1.305	7.061	23.25	-0.171	0.544	0.057
O	0.034	8.048	25.291	0.05	0.049	0.747
O	2.562	-2.232	28.492	-0.121	-0.007	-0.354
O	5.343	8.087	22.16	0.093	0.115	0.287
O	-5.984	6.455	30.794	-0.055	-0.263	-0.359
O	4.245	5.226	27.523	-0.067	0.192	0.237
O	-0.798	10.431	24.758	-0.4	-0.027	-0.345
O	-2.335	4.53	27.548	-0.142	-0.284	-0.246
O	3.896	7.376	25.938	-0.267	0.036	-0.36
O	4.248	-3.482	22.949	0.216	0.356	0.052
O	1.837	1.845	27.243	0.105	0.289	0.467
O	-1.025	5.678	25.541	-0.294	-0.268	-0.182
O	10.373	7.047	22.833	0.007	-0.102	0.065
O	-5.068	0.373	25.354	-0.439	0.184	0.083
O	9.958	8.888	29.817	-0.297	0.369	0.212
O	2.487	9.369	30.933	-0.051	-0.04	-0.032
O	3.709	0.063	27.841	0.112	-0.194	-0.116

Results
total energy: -101658.081 eV
total energy less fixed offsets of O -438.35, Si -107.03 eV per atom: -4.881 eV
